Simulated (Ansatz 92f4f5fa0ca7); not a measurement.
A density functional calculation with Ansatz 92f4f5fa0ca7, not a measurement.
Periodic cell of 158 atoms, Si96O58N4, from a study of silicon, its oxide and their interface. The atomic structure is a simulated model.

Settings: functional r2SCAN; potential files Ansatz norm-conserving; basis plane waves; wave-function cutoff 1300 eV; density cutoff ratio 4; exchange-correlation grid ratio 1; k mesh 2 x 2 x 1, shifted by 0.5 0.5 0.5 of a step; self-consistency stop 5e-08 eV per atom in the density residual; occupations Fermi-Dirac, 0.05 eV; spin none; net charge 0.

Cell vectors (angstrom)
a	10.88	0	0
b	0	10.88	0
c	0	0	23.0897

Atoms: element, x, y, z (angstrom)
Si	0.0989	0.0415	-0.0346
Si	2.8814	2.4145	0.2497
Si	-0.2796	5.8636	0.0916
Si	2.1528	8.4766	-0.1257
Si	5.1716	0.3502	0.0684
Si	7.847	2.892	0.2893
Si	5.7858	5.2382	0.226
Si	8.2243	7.9369	0.0199
Si	1.3791	1.2782	1.5796
Si	4.0107	4.16	1.3734
Si	1.2663	6.9461	1.4442
Si	3.9813	9.5075	1.2268
Si	6.645	1.4128	1.5857
Si	9.5579	4.1058	1.3773
Si	6.8631	6.8017	1.5738
Si	9.3797	9.669	1.3048
Si	0.0187	2.7599	2.7692
Si	2.7496	-0.0838	2.8354
Si	-0.0812	8.2986	2.7795
Si	2.6759	5.528	2.7262
Si	5.3351	2.8091	2.8624
Si	8.1	0.0378	2.7819
Si	5.3836	8.2037	2.6987
Si	8.2438	5.4492	2.8581
Si	1.362	4.1395	4.1268
Si	4.0748	1.3353	4.1956
Si	1.3456	9.5243	4.1907
Si	4.0744	6.8283	4.0972
Si	6.8233	4.1045	4.1628
Si	9.5293	1.3941	4.1236
Si	6.7879	9.5076	4.1188
Si	9.5688	6.8567	4.2001
Si	0.039	0.0638	5.5089
Si	2.6926	2.731	5.4892
Si	0.0528	5.49	5.5738
Si	2.7061	8.1335	5.5067
Si	5.4915	-0.0155	5.5301
Si	8.2027	2.7564	5.501
Si	5.4738	5.4909	5.47
Si	8.1815	8.1992	5.5302
Si	1.3882	1.3883	6.9197
Si	4.1079	4.0821	6.7703
Si	1.4068	6.8413	6.9798
Si	4.1181	9.4495	6.8344
Si	6.907	1.351	6.8432
Si	9.5418	4.1104	6.9155
Si	6.8523	6.7949	6.8739
Si	9.6155	9.5542	6.8597
Si	0.0207	2.7579	8.291
Si	2.8184	-0.0384	8.1916
Si	0.0463	8.2625	8.3604
Si	2.8581	5.4287	8.226
Si	5.4613	2.6942	8.1043
Si	8.3576	0.0757	8.2227
Si	5.4799	8.1044	8.2179
Si	8.1843	5.466	8.3038
Si	1.455	4.115	9.5514
Si	4.1623	1.3284	9.4953
Si	1.6176	9.5717	9.7309
Si	4.3355	6.5714	9.6904
Si	6.7769	3.9514	9.5208
Si	9.7338	1.3469	9.7892
Si	6.8276	9.6418	9.3283
Si	9.4547	6.9116	9.7169
Si	0.6458	0.3445	11.1571
Si	2.7911	2.6531	10.816
Si	0.4508	5.8683	10.7889
Si	2.8844	7.8766	10.9574
Si	5.7937	0.2362	10.8477
Si	7.9577	2.4832	10.9017
Si	5.2302	4.6452	11.2333
Si	7.7741	8.3441	10.9519
Si	-0.809	-4.6547	13.3172
Si	11.0725	9.5555	17.327
Si	-5.701	3.5902	17.7178
Si	5.273	8.7445	12.708
Si	13.6826	-0.023	16.3404
Si	8.7775	2.8876	15.5895
Si	9.7991	9.3686	12.9324
Si	11.2581	15.5647	15.572
Si	6.0438	7.2513	21.0705
Si	7.6421	-6.4854	13.2573
Si	2.7118	2.9506	16.1096
Si	5.6323	-1.4759	15.7378
Si	5.5692	-2.5669	18.6201
Si	6.9409	-1.0682	20.9114
Si	12.95	11.0688	19.2177
Si	13.3693	3.2246	19.0336
Si	7.8524	2.9348	18.5715
Si	3.4538	-2.229	20.4524
Si	8.6154	10.5949	15.611
Si	0.4559	4.9628	20.3521
Si	8.9615	1.1842	20.9348
Si	10.1578	6.4465	17.9204
Si	7.1673	5.7063	18.4921
Si	11.6741	2.2549	21.0833
O	1.0452	-1.2379	-0.4691
N	1.8636	1.7921	19.8046
O	4.0513	1.476	-0.4791
O	0.6092	5.542	21.8435
O	-0.1938	3.4566	20.5351
O	2.4142	7.8441	21.4168
O	5.9736	-0.0895	21.7884
N	7.3029	-2.6005	21.6619
O	5.7244	-2.5141	17.0049
O	8.6564	1.852	19.4567
O	13.7336	-0.7197	20.3249
O	5.5111	5.9277	21.8265
O	6.8049	4.0443	-0.258
O	9.407	6.8675	-0.4473
O	10.4988	6.0303	19.4599
O	0.0781	5.9654	14.6394
O	-2.2291	3.1598	17.1793
O	0.0672	5.3102	17.0486
O	1.7513	1.5617	11.6361
O	-0.6314	3.4594	15.1952
O	-0.1896	5.2602	12.1721
O	1.6392	6.8694	11.4
O	3.7603	8.216	12.3481
O	5.3282	-0.5745	12.2124
O	6.8458	1.3653	11.4555
O	8.3936	3.369	12.2326
O	8.1724	2.1067	21.9881
O	3.9445	3.6089	11.6222
O	6.1595	4.7431	12.6392
O	10.9883	10.4113	12.5117
O	6.4529	7.9092	11.9044
O	8.7204	1.2993	15.3094
O	3.9328	-13.5258	18.9231
O	1.8908	4.0926	15.2673
O	9.1342	9.766	14.3404
O	4.3036	3.2988	16.3514
O	7.0263	21.1533	15.8691
O	9.6503	10.2159	16.8357
O	10.7407	7.9557	17.57
O	6.3314	13.3643	18.1188
O	13.9209	0.3253	17.9122
O	12.8122	3.0393	17.5248
O	16.4552	-2.2482	14.3126
O	-3.2647	3.645	14.7261
O	13.45	1.4099	15.5532
O	11.5742	10.2792	18.7216
O	19.5452	20.348	11.7795
O	4.2129	-0.6501	15.8172
N	-0.2887	0.9991	21.5621
N	6.3193	-3.9569	19.3709
O	7.7467	-6.4787	19.3217
O	1.4527	-1.0002	16.2672
O	12.653	2.9157	22.2135
O	4.1029	3.4969	18.9513
O	4.8489	8.3678	21.2443
O	1.9022	-6.2756	19.6777
O	5.9897	5.0175	17.5299
O	6.3176	-1.2994	19.3772
O	10.2367	7.8064	13.004
O	8.5085	5.7694	13.4672
O	8.5051	6.3775	17.7458
O	8.3805	-0.3231	20.8076

Results
free energy: -39398.216 eV
free energy less fixed offsets of N -289.75, O -463.61, Si -117.95 eV per atom: -26.636 eV
pressure: -2.82 GPa
stress xx, yy, zz, yz, xz, xy (GPa, positive in tension): 3.7, 2.55, 2.19, -0.41, 1.31, 0.53

Forces (eV/angstrom), in the order of the atoms: element, x, y, z
Si	-0.0567	-0.1831	-0.2258
Si	0.0551	0.1557	-0.6167
Si	-0.052	-0.1728	-0.3133
Si	-0.0023	-0.1334	-0.262
Si	-0.1372	0.2321	-0.747
Si	-0.2649	0.29	-0.8229
Si	0.1293	-0.3666	-0.8797
Si	0.3137	0.0178	-0.2661
Si	-0.1354	-0.0463	-0.3234
Si	0.1763	-0.2233	-0.1538
Si	-0.0819	0.0526	-0.213
Si	-0.1612	0.1574	-0.3744
Si	0.0322	-0.1768	-0.225
Si	-0.0189	0.1724	-0.3403
Si	0.0644	0.0166	-0.3547
Si	0.1966	-0.2922	-0.7061
Si	-0.0544	0.0887	0.0338
Si	0.1235	-0.2512	0.0357
Si	-0.1236	0.2078	-0.0839
Si	-0.0444	-0.0087	-0.0402
Si	-0.0733	0.1756	0.1924
Si	-0.1021	0.1475	0.2262
Si	-0.063	0.0913	0.0045
Si	0.1103	-0.1851	0.0983
Si	-0.0428	-0.0674	0.1081
Si	-0.1003	0.1116	-0.0053
Si	0.0872	0.0084	-0.0633
Si	-0.0256	0.0372	0.0724
Si	-0.012	0.0248	-0.0552
Si	0.0347	-0.0056	-0.0474
Si	-0.0709	0.0733	0.0116
Si	-0.0445	-0.0499	-0.0578
Si	0.0211	0.0357	-0.0255
Si	0.0425	-0.0283	-0.0483
Si	-0.0288	0.0654	0.0431
Si	-0.0709	0.0945	0.006
Si	0.1198	-0.0952	-0.0524
Si	-0.0923	0.0366	0.046
Si	-0.0029	-0.0727	0.022
Si	0.0169	-0.1192	0.0046
Si	-0.061	0.0042	0.0332
Si	0.0598	0.0711	0.0659
Si	0.0551	-0.1563	0.1312
Si	-0.1264	0.0197	-0.0019
Si	0.0076	0.0623	0.0626
Si	-0.0249	-0.0703	-0.0783
Si	0.0394	0.0783	-0.0452
Si	0.045	0.03	0.0079
Si	0.0229	-0.0246	0.0269
Si	-0.0647	-0.0307	-0.153
Si	-0.1416	0.1854	0.1309
Si	0.0756	-0.0303	-0.0865
Si	0.008	-0.0704	-0.1567
Si	0.1667	0.1545	0.0667
Si	-0.0887	-0.0964	0.1108
Si	-0.0858	-0.0353	0.1729
Si	-0.0499	0.2518	0.1903
Si	0.1676	-0.023	0.304
Si	-0.0388	-0.188	0.2104
Si	-0.2296	-0.1224	0.4871
Si	0.045	-0.0283	0.3888
Si	-0.1794	0.0429	0.2592
Si	-0.2036	-0.1114	0.3392
Si	0.023	0.155	0.1916
Si	0.3068	0.3085	0.3571
Si	-0.1346	-0.0862	0.3505
Si	0.1253	-0.2809	0.6546
Si	-0.1659	-0.3599	0.424
Si	0.1011	0.1579	0.5144
Si	-0.0131	-0.1965	0.4865
Si	0.1659	-0.2113	0.1528
Si	0.1113	0.3411	0.112
Si	0.1288	-0.2939	0.472
Si	-0.1358	0.0156	0.0267
Si	0.0284	-0.105	-0.0585
Si	0.0582	0.1769	0.153
Si	-0.0049	0.1698	-0.0323
Si	0.1976	-0.1417	0.2806
Si	-0.0513	0.1528	0.1584
Si	0.088	-0.2357	0.0493
Si	-0.0073	-0.6155	-0.1974
Si	-0.0868	-0.1909	0.3447
Si	-0.0338	-0.0535	-0.0154
Si	0.0914	0.25	0.3949
Si	0.1334	-0.1684	-0.5463
Si	0.1399	0.3033	-0.396
Si	0.0175	-0.032	-0.4186
Si	0.3499	0.1547	-0.4777
Si	-0.0261	0.0534	-0.1718
Si	-0.0826	-0.0213	-0.6847
Si	-0.0714	0.3372	0.5394
Si	-0.0074	-0.1843	-0.4034
Si	-0.2464	0.0867	-0.4986
Si	-0.0913	0.0973	-0.214
Si	0.0975	-0.1634	-0.1984
Si	-0.0117	0.0025	-0.3011
O	0.1539	0.0901	0.2208
N	-0.1913	0.124	0.5684
O	-0.0826	-0.1874	0.7919
O	-0.2864	0.058	0.2539
O	0.1612	0.2722	0.1681
O	0.1242	0.3638	0.6198
O	-0.0246	-0.171	0.2604
N	0.1048	-0.1601	0.583
O	-0.1341	0.2079	0.1624
O	0.066	-0.1406	0.4907
O	0.1394	-0.1899	0.0979
O	0.3067	0.2927	0.5356
O	0.0182	0.0599	0.7298
O	-0.0663	0.0666	0.457
O	0.2105	-0.2407	0.192
O	-0.2272	0.0275	-0.3555
O	-0.1303	-0.0209	-0.0688
O	-0.0726	0.0488	-0.1077
O	-0.1296	-0.1561	-0.7322
O	-0.1212	0.2806	0.0597
O	0.0204	0.3102	-0.2538
O	-0.06	0.094	-0.6667
O	0.1216	0.0544	-0.4455
O	-0.0113	-0.1643	-0.302
O	0.1601	0.0879	-0.69
O	-0.1803	-0.1332	-0.3866
O	0.2042	-0.1423	0.2422
O	0.1644	0.284	-0.4144
O	-0.3583	0.1187	-0.4481
O	-0.0821	0.0522	-0.2481
O	0.4039	0.0078	-0.1296
O	-0.0148	-0.0138	-0.0014
O	-0.0051	0.2565	0.5478
O	-0.1838	-0.049	0.2145
O	0.237	-0.1681	-0.4196
O	-0.1058	-0.0182	0.2748
O	-0.0598	-0.2208	-0.2173
O	0.062	-0.0636	-0.2601
O	0.0234	-0.0696	0.0258
O	0.1217	0.3296	0.011
O	-0.2109	-0.1037	0.1092
O	0.24	0.007	0.138
O	-0.0612	0.0699	-0.6326
O	0.0916	0.2306	-0.4877
O	0.0556	0.0095	0.2317
O	0.3426	0.1045	0.015
O	-0.1611	-0.4453	-0.0891
O	0.1469	-0.1928	0.0182
N	0.2958	-0.1046	0.7296
N	-0.2557	0.3189	0.4125
O	-0.1232	0.0452	-0.1339
O	0.0537	0.1166	0.247
O	0.1539	-0.291	0.0946
O	-0.2737	-0.0701	-0.1629
O	-0.2692	0.1333	-0.1171
O	-0.2535	-0.1053	0.2278
O	0.1542	-0.1168	0.2245
O	-0.0009	-0.0029	0.5418
O	-0.1201	0.1482	-0.069
O	0.053	-0.0031	-0.1998
O	0.0242	-0.2045	0.1981
O	-0.2215	0.1351	0.2318

The program warned: the forces do not sum to zero within the program's tolerance.
